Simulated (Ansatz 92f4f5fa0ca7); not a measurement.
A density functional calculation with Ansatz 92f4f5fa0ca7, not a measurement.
Periodic cell of 434 atoms, Si262O172, from a study of silicon, its oxide and their interface. The atomic structure is a simulated model.
Doubt: the cutoff is far below the 930 eV that the study's wrapper takes by default for these files, so forces and energies are approximate.

Settings
functional: PBE
potential files: Ansatz PAW
basis: plane waves
wave-function cutoff: 430 eV
density cutoff ratio: 5
exchange-correlation grid ratio: 1
k mesh: 2 x 2 x 1, shifted by 0.5 0.5 0.5 of a step
self-consistency stop: 5e-08 eV per atom in the density residual
occupations: fixed
spin: none
net charge: 0

Cell vectors (angstrom)
a	15.4687	0	0
b	0	15.4687	0
c	0	0	31.0016

Atoms and the computed forces on them: element, x, y, z (angstrom), force x, y, z (eV/angstrom)
Si	15.241	0.043	23.433	-0.011	0.014	-0.037
Si	4.242	-0.016	23.443	0.004	0.003	-0.048
Si	7.454	-0.021	23.468	0.004	0.002	-0.057
Si	12.101	-0.004	23.686	0.032	0.04	-0.029
Si	15.127	3.835	23.485	-0.015	-0.015	-0.044
Si	4.184	3.846	23.483	0.009	0	-0.045
Si	7.319	3.802	23.621	-0.017	-0.006	-0.043
Si	11.982	3.759	23.568	0.02	-0.025	-0.037
Si	15.061	7.836	23.554	-0.002	0.001	-0.049
Si	4.21	7.842	23.645	0.024	0.003	-0.025
Si	7.329	7.811	23.682	-0.03	-0.002	-0.027
Si	11.907	7.75	23.504	0.004	0.018	-0.062
Si	0.256	11.655	23.369	-0.007	-0.008	-0.045
Si	3.459	11.711	23.466	-0.003	0.001	-0.045
Si	8.038	11.761	23.466	-0.003	0.003	-0.043
Si	11.224	11.46	23.493	-0.003	-0.021	-0.051
Si	0.02	1.939	24.836	-0.009	-0.018	-0.016
Si	3.909	1.915	24.804	-0.003	-0.021	-0.011
Si	7.703	1.883	24.883	-0.002	-0.035	-0.007
Si	11.717	1.906	24.985	0.002	0.017	-0.027
Si	-0.034	5.821	24.773	-0.004	-0.006	-0.006
Si	3.853	5.806	24.809	0.012	-0.006	-0.008
Si	7.687	5.796	24.86	-0.009	-0.011	-0.006
Si	11.609	5.769	24.786	0.006	0.003	0.006
Si	-0.075	9.764	24.829	0.01	0.028	-0.014
Si	3.84	9.787	24.868	0.017	0.023	-0.021
Si	7.649	9.799	24.846	0.011	0.032	-0.02
Si	11.519	9.617	24.905	0.008	0.007	-0.016
Si	0.04	13.561	24.765	-0.009	0	-0.006
Si	3.859	13.577	24.845	-0.007	-0.001	-0.004
Si	7.785	13.59	24.891	-0.007	0.006	0
Si	11.666	13.441	24.798	0.003	-0.006	-0.001
Si	1.966	1.93	26.182	0	-0.002	-0.004
Si	5.791	1.91	26.25	-0.009	0.005	-0.023
Si	9.682	1.927	26.209	-0.003	0	-0.022
Si	13.624	1.936	26.297	0.018	-0.002	-0.029
Si	1.907	5.802	26.171	0.001	-0.001	-0.009
Si	5.765	5.792	26.235	-0.005	0.005	-0.031
Si	9.666	5.795	26.179	-0.001	0	-0.011
Si	13.527	5.799	26.204	0.001	0.001	-0.022
Si	1.884	9.672	26.203	-0.004	0.009	-0.014
Si	5.758	9.731	26.242	0	-0.016	-0.016
Si	9.585	9.656	26.231	-0.01	0.011	-0.018
Si	13.487	9.704	26.228	0.007	-0.009	-0.021
Si	1.931	13.563	26.209	-0.006	-0.007	-0.018
Si	5.811	13.515	26.211	-0.007	0.01	-0.02
Si	9.735	13.557	26.213	0.007	-0.012	-0.017
Si	13.583	13.501	26.188	-0.002	0.006	-0.011
Si	1.934	0	27.583	-0.05	0.161	-0.041
Si	5.801	0	27.583	-0.127	-0.293	0.149
Si	9.668	0	27.583	0.167	0.072	0.083
Si	13.535	0	27.583	0.136	-0.402	0.085
Si	1.934	3.867	27.583	0.013	0.031	-0.33
Si	5.801	3.867	27.583	-0.074	-0.084	0.154
Si	9.668	3.867	27.583	0.004	0.033	-0.183
Si	13.535	3.867	27.583	0.188	0.28	0.293
Si	1.934	7.734	27.583	-0.099	-0.056	-0.256
Si	5.801	7.734	27.583	-0.102	0.16	-0.113
Si	9.668	7.734	27.583	-0.184	-0.195	-0.061
Si	13.535	7.734	27.583	0.011	0.053	-0.151
Si	1.934	11.602	27.583	-0.069	0.086	-0.168
Si	5.801	11.602	27.583	-0.034	0.287	0.481
Si	9.668	11.602	27.583	0.033	0.077	-0.091
Si	13.535	11.602	27.583	0.056	0.135	0.258
Si	0	0	28.951	-0.018	-0.052	0.013
Si	3.867	0	28.951	0.031	-0.06	-0.001
Si	7.734	0	28.951	-0.012	-0.058	-0.032
Si	11.602	0	28.951	-0.026	0.022	-0.009
Si	0	3.867	28.951	-0.061	0.063	0.014
Si	3.867	3.867	28.951	0.033	0	-0.012
Si	7.734	3.867	28.951	-0.021	0.013	-0.025
Si	11.602	3.867	28.951	0.007	-0.027	-0.028
Si	0	7.734	28.951	0.008	-0.006	-0.014
Si	3.867	7.734	28.951	0.032	0.039	-0.025
Si	7.734	7.734	28.951	0.025	-0.067	-0.007
Si	11.602	7.734	28.951	0.021	0.035	-0.035
Si	0	11.602	28.951	-0.013	-0.002	-0.003
Si	3.867	11.602	28.951	0.051	0.062	-0.007
Si	7.734	11.602	28.951	-0.023	0.086	-0.012
Si	11.602	11.602	28.951	0.008	0.073	-0.021
Si	0	1.934	30.318	-0.015	-0.001	0.003
Si	3.867	1.934	30.318	-0.032	-0.001	-0.016
Si	7.734	1.934	30.318	0.016	0.002	-0.004
Si	11.602	1.934	30.318	0.029	-0.008	0.004
Si	0	5.801	30.318	0.048	-0.005	0.007
Si	3.867	5.801	30.318	-0.022	-0.016	-0.013
Si	7.734	5.801	30.318	-0.032	0.008	0.007
Si	11.602	5.801	30.318	-0.009	-0.002	-0.019
Si	0	9.668	30.318	0.024	0.01	0.001
Si	3.867	9.668	30.318	-0.037	0.005	-0.014
Si	7.734	9.668	30.318	0.022	0.008	-0.005
Si	11.602	9.668	30.318	0.007	0.016	-0.007
Si	0	13.535	30.318	0.03	0.003	0.019
Si	3.867	13.535	30.318	-0.066	0.002	0.01
Si	7.734	13.535	30.318	0.012	-0.025	0.018
Si	11.602	13.535	30.318	-0.017	-0.043	0.001
Si	1.934	1.934	0.683	0.048	-0.001	-0.001
Si	5.801	1.934	0.683	-0.049	-0.002	-0.011
Si	9.668	1.934	0.683	0.034	-0.001	0.002
Si	13.535	1.934	0.683	-0.011	0.005	0.008
Si	1.934	5.801	0.683	0.037	0.026	0.015
Si	5.801	5.801	0.683	-0.015	-0.006	0.003
Si	9.668	5.801	0.683	-0.004	-0.012	-0.002
Si	13.535	5.801	0.683	-0.019	-0.012	-0.002
Si	1.934	9.668	0.683	0.05	-0.015	0.006
Si	5.801	9.668	0.683	-0.045	0	-0.006
Si	9.668	9.668	0.683	0.01	-0.002	-0.001
Si	13.535	9.668	0.683	0.01	-0.001	0.003
Si	1.934	13.535	0.683	0.042	-0.001	0.014
Si	5.801	13.535	0.683	-0.006	-0.004	-0.013
Si	9.668	13.535	0.683	0.032	0.045	-0.003
Si	13.535	13.535	0.683	-0.046	0.027	-0.015
Si	1.934	0	2.051	-0.038	-0.025	0.028
Si	5.801	0	2.051	0.03	0.024	0.006
Si	9.668	0	2.051	-0.029	-0.083	0.015
Si	13.535	0	2.051	0.055	-0.058	-0.018
Si	1.934	3.867	2.051	-0.056	-0.044	-0.006
Si	5.801	3.867	2.051	0.014	-0.022	0.013
Si	9.668	3.867	2.051	-0.036	0.018	-0.009
Si	13.535	3.867	2.051	-0.012	0.051	0.004
Si	1.934	7.734	2.051	-0.049	0.027	0.014
Si	5.801	7.734	2.051	0.013	-0.002	0.015
Si	9.668	7.734	2.051	-0.013	0.048	0.029
Si	13.535	7.734	2.051	0.032	0.008	0.019
Si	1.934	11.602	2.051	-0.032	-0.025	0.037
Si	5.801	11.602	2.051	0.054	0.033	0.001
Si	9.668	11.602	2.051	0.003	-0.057	0.038
Si	13.535	11.602	2.051	0	-0.019	0.008
Si	0	0	3.418	-0.163	-0.288	-0.42
Si	3.867	0	3.418	0.036	-0.109	0.214
Si	7.734	0	3.418	-0.016	0.049	-0.299
Si	11.602	0	3.418	-0.005	-0.024	0.068
Si	0	3.867	3.418	0.167	-0.002	-0.261
Si	3.867	3.867	3.418	0.045	-0.082	0.172
Si	7.734	3.867	3.418	0.067	-0.045	-0.269
Si	11.602	3.867	3.418	0.064	0.185	-0.019
Si	0	7.734	3.418	0.082	-0.042	-0.252
Si	3.867	7.734	3.418	0.104	0.064	0.331
Si	7.734	7.734	3.418	-0.035	0.195	-0.001
Si	11.602	7.734	3.418	-0.023	0.08	0.26
Si	0	11.602	3.418	0.041	-0.046	0.031
Si	3.867	11.602	3.418	0.021	0.063	0.401
Si	7.734	11.602	3.418	-0.225	-0.058	-0.075
Si	11.602	11.602	3.418	0.071	-0.278	0.064
Si	-0.019	1.908	4.72	-0.003	0.018	0.022
Si	3.883	1.921	4.802	-0.001	-0.007	0.016
Si	7.775	1.932	4.755	0.004	0.008	0.021
Si	11.61	1.951	4.77	-0.007	0.004	0.006
Si	0.078	5.8	4.754	0.012	0.001	0.034
Si	3.917	5.791	4.803	-0.008	-0.001	0.007
Si	7.786	5.798	4.749	0.004	0.002	0.035
Si	11.646	5.805	4.808	-0.005	0.005	0.016
Si	-0.002	9.646	4.775	-0.003	0.005	0.031
Si	3.886	9.675	4.832	0.008	0	0.003
Si	7.688	9.683	4.807	-0.006	0.001	0.022
Si	11.593	9.664	4.84	0.004	-0.004	0.011
Si	-0.022	13.538	4.783	0.005	-0.023	0.017
Si	3.828	13.543	4.844	-0.003	0	0.004
Si	7.666	13.545	4.752	-0.012	-0.013	0.026
Si	11.588	13.513	4.771	0.007	-0.004	0.012
Si	1.885	1.831	6.081	0.015	-0.021	0.006
Si	5.863	1.915	6.134	-0.012	-0.009	-0.001
Si	9.709	2.01	6.147	0.008	-0.003	0.011
Si	13.54	1.914	6.102	-0.01	0.016	0.016
Si	1.996	5.775	6.18	-0.011	0.006	0.006
Si	5.884	5.782	6.138	-0.007	-0.007	0.014
Si	9.694	5.837	6.154	-0.008	-0.018	0.005
Si	13.635	5.755	6.12	-0.012	-0.003	0
Si	1.927	9.646	6.158	0.006	-0.005	0.016
Si	5.787	9.685	6.29	0.001	0.011	0.001
Si	9.613	9.738	6.187	0	0.009	-0.004
Si	13.564	9.564	6.2	0	0.007	-0.008
Si	1.871	13.546	6.228	0.018	0.025	-0.004
Si	5.774	13.555	6.218	-0.002	-0.005	0.003
Si	9.616	13.545	6.052	0.017	-0.002	0.017
Si	13.502	13.445	6.147	-0.006	0.003	0.019
Si	1.465	0.017	7.578	-0.012	0.018	0.075
Si	6.263	0.028	7.502	0.026	0.002	0.072
Si	9.453	0.016	7.344	0.012	-0.015	0.042
Si	13.751	-0.044	7.376	-0.039	0.009	0.053
Si	1.591	3.747	7.333	-0.022	-0.013	0.048
Si	6.257	3.828	7.424	0.025	0	0.053
Si	9.415	3.934	7.523	-0.006	0.006	0.041
Si	13.929	3.824	7.432	0.02	0.011	0.045
Si	1.768	7.717	7.527	0.002	0.012	0.035
Si	6.171	7.671	7.518	0.015	-0.017	0.04
Si	9.331	7.776	7.446	-0.016	-0.016	0.057
Si	14.06	7.607	7.496	0.028	-0.009	0.071
Si	1.52	11.569	7.465	-0.023	-0.013	0.065
Si	6.054	11.672	7.627	0.009	0.012	0.048
Si	9.228	11.718	7.473	-0.023	0.015	0.059
Si	13.827	11.501	7.49	0.002	0.005	0.043
O	0.044	3.821	7.943	-0.003	0.001	0.017
O	7.821	3.884	7.995	-0.001	-0.002	0.01
O	0.177	7.718	7.969	-0.003	-0.006	0.011
O	7.761	7.724	8.006	-0.001	0.006	0.012
O	-0.153	-0.008	7.856	0.013	-0.019	-0.013
O	7.878	-0.008	7.792	-0.008	0.011	0.006
O	5.851	-0.024	22.979	0.003	-0.005	-0.001
O	13.628	0.002	23.009	0.012	-0.006	-0.025
O	13.54	3.819	22.986	0.002	0.004	-0.013
O	5.775	3.869	23.006	-0.002	-0.004	-0.011
O	9.634	11.601	22.971	-0.002	0.001	-0.004
O	1.873	11.625	22.927	0	0	-0.005
O	5.775	7.783	23.093	-0.001	0.001	-0.027
O	13.492	7.794	23.001	-0.008	0.001	0.001
O	-0.059	11.557	8.011	0.003	0.004	0.008
O	7.666	11.669	8.074	-0.008	0.001	0.005
O	5.13	11.807	9.02	0.003	-0.006	-0.006
O	10.219	12.001	8.762	-0.007	-0.016	-0.011
O	10.257	-0.042	8.775	0.003	0.003	0
O	5.328	3.645	8.771	0.002	0.014	-0.011
O	2.503	11.519	8.783	-0.012	0.008	-0.018
O	2.665	7.76	8.933	0.003	-0.016	0.002
O	5.712	0.096	9.062	0.005	-0.003	-0.019
O	12.834	11.416	8.81	0.014	-0.001	-0.007
O	2.024	15.614	9.14	-0.002	-0.009	-0.014
O	13.007	3.862	8.792	0.009	0.001	-0.009
O	2.616	3.366	8.558	0.008	0.028	0.001
O	13.291	7.323	8.922	0.007	0.014	-0.017
O	10.37	7.766	8.728	-0.012	0.003	-0.007
O	5.293	7.466	8.905	-0.001	0.003	-0.003
O	10.34	4.031	8.9	-0.008	-0.006	-0.007
O	12.896	-0.037	8.78	0.002	-0.001	0.009
O	4.399	11.947	22.128	-0.009	-0.004	0.009
O	0.679	0.116	22.033	-0.001	-0.006	0.007
O	3.274	3.674	22.098	0.005	0.012	0.005
O	7.078	12.178	22.165	0.003	-0.013	0
O	14.782	11.738	21.982	0.013	-0.005	0.011
O	11.032	0.231	22.488	-0.007	-0.014	0.002
O	8.299	3.468	22.337	-0.001	0.021	0.004
O	8.339	7.985	22.405	0.012	-0.014	-0.002
O	11.008	3.531	22.25	0.004	0.016	0.006
O	8.424	15.325	22.113	-0.024	0.009	0.016
O	10.997	7.871	22.115	0.012	-0.011	0.012
O	3.327	15.351	22.055	0.01	0.006	0.013
O	0.539	8.079	22.211	-0.012	-0.017	0.007
O	3.254	8.101	22.328	-0.006	-0.015	-0.004
O	0.575	3.649	22.108	-0.003	0.015	0.005
O	12.213	11.081	22.213	-0.008	0.016	0.003
Si	12.392	2.407	14.604	0.002	0	-0.001
Si	14.411	9.994	12.057	0.002	0	-0.003
Si	10.079	1.197	15.694	0	0.002	0
Si	2.075	0.998	13.072	-0.003	0.001	0.003
Si	2.359	9.131	16.262	0.003	-0.003	0.001
Si	12.008	10.409	14.13	0	-0.002	0.001
Si	9.799	10.716	18.556	0.002	-0.003	0.001
Si	6.897	7.702	17.74	-0.001	-0.003	-0.001
Si	5.722	12.274	21.232	0.004	-0.001	-0.006
Si	13.382	11.5	21.133	-0.004	-0.001	-0.006
Si	1.914	4.326	21.452	0.001	0.006	0.002
Si	11.692	3.539	9.693	-0.002	-0.003	0.004
Si	3.278	10.977	12.725	0.026	-0.011	-0.009
Si	4.561	2.094	11.964	0	-0.004	0.005
Si	2.148	14.593	10.422	0.001	0.002	0.009
Si	6.947	1.85	18.492	0	0	-0.002
Si	5.675	11.723	14.277	-0.027	0.002	-0.02
Si	1.936	7.47	21.631	0.009	-0.006	0.003
Si	11.654	5.836	17.109	-0.001	0	0.001
Si	10.554	8.375	10.235	0.001	0.003	0.004
Si	15.256	13.029	11.677	-0.002	0.003	-0.001
Si	9.613	4.094	21.615	-0.004	0.009	-0.002
Si	12.992	8.391	16.147	-0.003	-0.002	0.001
Si	7.483	13.364	12.357	0.002	-0.001	0.001
Si	7.412	2.622	11.997	0	0	0.002
Si	9.558	7.277	21.609	-0.009	-0.009	-0.001
Si	11.443	11.423	9.672	0	0.003	0.005
Si	4.091	3.618	17.158	-0.001	0.003	-0.003
Si	5.335	8.756	15.183	-0.002	0	0.001
Si	0.095	8.257	14.305	0.003	-0.004	-0.001
Si	7.651	0.537	14.119	0.002	-0.001	0.002
Si	11.849	14.77	17.235	-0.001	-0.001	0
Si	15.34	2.878	13.714	0.002	0	-0.001
Si	9.77	7.796	18.571	-0.001	-0.001	0.004
Si	8.681	5.278	12.93	0	-0.002	0.002
Si	9.902	15.355	21.396	0.005	-0.003	-0.008
Si	5.156	1.226	15.845	0	-0.003	-0.002
Si	14.356	0.899	18.094	-0.001	-0.002	-0.001
Si	6.369	0.226	10.557	0.003	0	-0.002
Si	9.822	2.275	19.259	0.002	0.001	-0.002
Si	3.869	3.852	9.462	-0.014	0.011	0.012
Si	11.823	13.227	14.796	0.004	0.003	-0.002
Si	5.47	14.85	19.239	0.001	0	-0.001
Si	9.004	11.006	13.297	0.001	0.002	-0.002
Si	6.727	4.717	17.871	-0.001	0.003	0.001
Si	13.387	7.586	10.526	0	-0.002	0.002
Si	11.572	0.371	9.632	-0.001	0.001	-0.008
Si	6.67	10.475	18.906	-0.003	-0.002	0.001
Si	1.482	4.69	18.314	-0.002	0.003	0.003
Si	3.93	7.025	9.693	-0.009	-0.024	0.015
Si	1.234	12.562	14.246	-0.001	0.006	0.002
Si	2.612	14.871	15.664	0	0	-0.002
Si	12.26	13.718	11.672	-0.004	0.006	-0.003
Si	0.757	2.452	16.665	0	0.001	-0.006
Si	11.289	13.048	19.759	-0.002	0.001	0.001
Si	3.098	1.491	18.774	-0.001	0.003	-0.001
Si	1.195	7.694	18.712	0.003	-0.004	0.003
Si	2.015	0.038	21.081	-0.007	0.002	-0.006
Si	11.668	4.762	12.664	0	-0.001	0
Si	12.556	3.102	17.793	0.003	0	-0.001
Si	4.877	8.279	12.359	-0.019	0.003	-0.004
Si	3.678	12.126	9.737	0.007	0.002	0.018
Si	9.199	4.31	15.855	-0.001	0	0.001
Si	9.175	12.283	15.985	0	0	0.001
Si	14.442	5.79	12.79	0.003	-0.002	0
Si	7.932	8.251	12.093	0.001	-0.002	-0.003
Si	6.472	12.821	16.98	0	0.001	0.001
Si	0.567	11.593	16.996	0	0.002	0
Si	14.169	9.693	18.576	-0.003	-0.003	0
Si	1.144	14.273	18.519	0.001	-0.001	-0.002
O	13.765	2.356	18.648	-0.009	-0.003	-0.002
O	12.557	14.202	15.872	-0.011	0.006	0.001
O	10.638	0.352	16.976	0.002	-0.008	-0.005
O	0.878	13.55	10.568	0	0.003	0.001
O	0.763	1.914	12.737	0.003	0.001	0.004
O	8.438	11.444	14.784	0.015	0.002	0.01
O	1.945	14.726	17.155	-0.002	0.005	0
O	7.049	14.232	11.002	-0.003	0.001	0.004
O	5.389	4.574	16.953	-0.001	0.004	0.006
O	5.538	13.743	20.473	-0.004	-0.002	0.002
O	11.794	7.589	11.003	0.006	-0.002	-0.006
O	6.223	7.908	16.265	-0.003	0	0.003
O	8.306	9.568	12.99	0.001	0.002	0.001
O	6.126	0.929	14.564	0.005	0.006	-0.001
O	2.79	4.619	17.294	0.002	-0.003	0.001
O	2.461	13.421	14.917	-0.007	-0.004	0
O	9.207	7.548	20.064	0.006	0	-0.003
O	11.545	15.036	11.043	0.004	-0.012	-0.006
O	8.572	1.806	18.316	-0.006	0.007	0.008
O	8.704	0.427	15.336	0.001	-0.002	-0.006
O	11.917	4.292	11.118	-0.003	0.003	-0.001
O	4.075	7.352	11.284	0.014	0.007	-0.011
O	7.733	14.521	13.467	-0.016	-0.006	-0.006
O	10.594	10.708	13.394	-0.008	0.003	0.002
O	1.551	8.511	14.983	-0.009	0.009	0.002
O	14.991	11.418	11.524	0.001	0	0.001
O	5.827	11.048	20.164	0.004	0.001	0.002
O	1.786	11.287	13.348	0.016	0.01	-0.009
O	7.367	1.576	10.685	-0.008	0.004	0.009
O	9.565	5.685	21.879	0	-0.002	-0.013
O	3.923	9.195	15.865	0.006	-0.016	0.001
O	4.13	11.759	13.841	0.006	-0.023	-0.028
O	13.625	10.346	19.981	0.006	0.002	0.001
O	1.906	4.208	19.825	0	0.004	0
O	0.769	12.728	18.166	-0.002	0.004	-0.006
O	10.039	1.065	20.303	0.001	-0.007	0.001
O	0.736	3.044	15.124	0.001	-0.005	0.002
O	11.565	1.95	9.989	0.002	0.008	0.002
O	6.354	12.318	12.907	-0.018	-0.006	0.007
O	6.36	8.558	11.663	-0.008	-0.004	0.004
O	12.461	11.737	14.969	0.001	-0.002	-0.005
O	1.911	5.879	21.927	0.001	-0.005	-0.02
O	4.146	-0.073	15.891	-0.008	0.009	-0.001
O	10.263	5.573	12.686	-0.001	-0.002	-0.001
O	5.81	12.794	15.497	-0.001	-0.007	0
O	6.047	10.164	14.684	-0.009	0.007	0.002
O	11.146	2.565	18.384	0.002	0.01	0.001
O	9.085	8.206	10.93	-0.005	0.001	0
O	8.109	4.618	17.02	-0.001	-0.002	-0.001
O	12.588	4.734	17.889	0.001	-0.009	-0.005
O	12.65	2.778	16.183	-0.002	-0.002	-0.001
O	8.27	10.681	19.117	0.001	0.002	-0.002
O	13.01	8.956	17.686	0.016	-0.001	-0.004
O	15.125	4.298	12.907	-0.005	0.003	0.002
O	1.859	0.41	14.596	0.006	-0.003	-0.005
O	9.656	2.755	15.916	-0.001	-0.008	-0.003
O	11.909	9.162	15.181	0.001	0.003	-0.003
O	8.477	4.708	14.447	0.005	-0.002	-0.002
O	5.172	7.732	13.891	0	0.008	-0.009
O	14.069	9.059	10.763	-0.003	-0.005	0.003
O	3.652	5.433	9.702	0.012	0.005	-0.005
O	10.246	13.256	15.249	0.005	-0.005	0.002
O	13.866	13.828	11.415	-0.004	0	0.001
O	4.023	0.111	18.88	0.011	0.009	0.002
O	2.187	8.128	17.518	-0.005	0.006	-0.005
O	6.495	0.651	19.544	-0.007	-0.002	-0.003
O	15.488	9.237	13.01	-0.004	-0.01	-0.002
O	9.906	11.269	17.024	-0.008	0.003	-0.001
O	14.734	10.82	17.555	0.002	-0.008	0.001
O	2.201	1.418	20.158	0	-0.018	-0.002
O	10.549	5.193	16.097	-0.001	0.005	0.003
O	9.523	3.686	20.045	0.001	-0.009	0.001
O	12.87	5.71	13.244	0	-0.004	-0.007
O	3.81	2.933	10.791	0	0.016	-0.013
O	4.2	2.577	15.867	-0.001	-0.007	0.004
O	8.52	7.803	17.517	-0.001	-0.007	0.003
O	13.051	10.153	12.925	-0.007	0.002	0
O	3.507	11.447	11.194	0.002	-0.003	0.036
O	3.49	13.725	10.031	-0.009	-0.013	-0.003
O	0.774	6.147	18.413	0.005	0.005	0
O	11.668	12.367	10.976	0.004	0.002	-0.006
O	11.956	13.73	13.267	-0.004	0.004	-0.001
O	8.765	12.291	12.246	0.002	-0.006	0
O	5.858	14.005	17.894	-0.001	-0.001	0.001
O	2.089	7.798	20.06	-0.011	-0.001	-0.002
O	15.335	8.601	18.906	-0.006	0.011	-0.005
O	10.651	11.562	19.639	0.004	0.01	-0.003
O	8.071	13.137	16.822	-0.004	-0.004	-0.001
O	11.308	13.612	18.233	-0.001	0.002	0.001
O	15.339	6.723	13.786	-0.001	0.007	-0.001
O	5.864	2.963	12.442	0.004	-0.007	-0.007
O	8.178	1.741	13.145	-0.006	-0.004	0
O	6.683	3.44	18.924	0.005	0.001	-0.005
O	8.159	4.091	11.879	-0.001	0.002	0.002
O	14.459	8.584	15.459	0.004	-0.002	0.003
O	12.606	6.811	16.218	-0.008	0.006	0.002
O	6.207	11.33	17.594	0.008	0.003	0.001
O	5.09	0.593	11.527	-0.008	0.011	-0.001
O	2.095	1.804	17.448	-0.004	0.001	0.003
O	3.755	9.433	12.67	0.005	0.032	-0.016
O	0.309	13.411	13.191	-0.003	-0.01	-0.002
O	12.808	12.876	20.399	-0.005	-0.007	0.003
O	14.333	6.455	11.277	-0.005	0.004	0.002
O	11.598	3.509	13.697	0.006	0.003	0.001
O	1.867	10.612	16.787	-0.006	-0.002	0.004
O	15.084	1.281	16.676	0.006	0.001	0.008
O	7.933	6.738	12.771	-0.003	0.001	-0.005
O	10.875	6.663	18.265	-0.002	0.003	-0.006
O	1.916	14.256	19.989	-0.003	0.008	-0.001
O	6.342	8.888	18.725	-0.001	0.004	-0.001
O	6.614	6.248	18.469	0	-0.002	-0.011
O	4.139	2.744	18.584	-0.007	-0.009	-0.008
O	0.362	3.718	17.633	0.01	0	0
O	11.322	1.15	14.592	-0.003	0.008	0.009
O	6.224	1.445	17.079	-0.005	-0.005	0.001
O	11.005	9.942	10.177	-0.002	-0.002	0.003
O	10.28	13.927	20.698	0.003	0.006	-0.002
O	2.262	15.389	11.847	0.005	-0.001	-0.002
O	3.457	1.883	13.142	-0.001	0.001	-0.005
O	15.423	15.376	18.857	0.004	-0.004	-0.006
O	10.476	9.248	18.529	-0.013	-0.002	0
O	13.034	0.008	18.04	-0.005	-0.006	0.001
O	13.875	2.163	13.949	-0.007	0.004	0.004
O	0.236	12.155	15.49	0.016	0.001	0.002

Results
free energy: -264123.635 eV
free energy less fixed offsets of O -462.48, Si -704.48 eV per atom: -3.315 eV

The program warned: the cutoff lies below the one the program advises for these potential files; the forces do not sum to zero within the program's tolerance; the exchange-correlation potential is rough where the density is thin.
